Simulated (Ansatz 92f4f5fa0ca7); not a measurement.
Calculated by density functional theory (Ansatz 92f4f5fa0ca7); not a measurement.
Periodic cell of 223 atoms, Si132O90P1, from a study of silicon, its oxide and their interface. The atomic structure is a simulated model.
Doubt: the cutoff is far below the 930 eV that the study's wrapper takes by default for these files, so forces and energies are approximate.
This geometry differs little from another in the collection (a relaxation step or a small displacement).

Settings
functional: PBE
potential files: Ansatz PAW
basis: plane waves
wave-function cutoff: 580 eV
density cutoff ratio: 5
exchange-correlation grid ratio: 1
k mesh: 1 x 1 x 1, Gamma-centred
self-consistency stop: 5e-08 eV per atom in the density residual
occupations: fixed
spin: none
net charge: +1 e, with a uniform compensating background and no finite-size correction

Cell vectors (angstrom)
a  10.938  0  0
b  0  10.938  0
c  0  0  32.1988

Atoms: element, x, y, z (angstrom)
Si  10.5828  0.2208  24.8643
Si  5.7342  10.6799  24.7376
Si  2.4788  2.9156  24.6382
Si  8.4224  2.4638  24.821
Si  0.2723  5.1688  24.7511
Si  5.149  5.7464  24.6902
Si  2.9291  8.0088  24.5917
Si  7.9391  8.4366  24.7304
Si  1.3265  1.3819  26.0311
Si  6.8431  1.3086  26.1181
Si  4.0396  4.105  25.9947
Si  9.6057  4.0584  26.0801
Si  1.3938  6.829  25.998
Si  6.7645  6.8523  26.0213
Si  4.0999  9.5334  25.9937
Si  9.4594  9.57  26.1526
Si  2.7253  -0.0082  27.3388
Si  8.1532  -0.0199  27.5608
Si  0.0068  2.7148  27.4829
Si  5.4394  2.7412  27.366
Si  2.7205  5.4687  27.4315
Si  8.1818  5.4699  27.3474
Si  -0.0095  8.181  27.373
Si  5.4364  8.1979  27.4444
Si  4.0778  1.3596  28.741
Si  9.577  1.3537  28.8467
Si  1.3585  4.1072  28.8151
Si  6.8302  4.1008  28.7388
Si  4.0934  6.8205  28.8065
Si  9.549  6.8211  28.7449
Si  1.3649  9.5671  28.7323
Si  6.7794  9.5404  28.8616
Si  0.0195  -0.0268  30.1624
Si  5.4223  0.0056  30.1669
Si  2.7349  2.7232  30.1472
Si  8.1944  2.7483  30.1468
Si  -0.0328  5.4682  30.146
Si  5.4813  5.4551  30.1476
Si  2.7191  8.2151  30.1331
Si  8.2027  8.1754  30.1614
Si  1.3779  1.3551  31.5293
Si  6.8281  1.3711  31.4949
Si  4.1117  4.0872  31.5092
Si  9.5601  4.0995  31.537
Si  1.3433  6.8508  31.481
Si  6.8438  6.8116  31.5368
Si  4.0742  9.5677  31.5409
Si  9.5773  9.5497  31.52
Si  2.7291  0.0017  0.7291
Si  8.1987  0.0028  0.6572
Si  0.0052  2.7227  0.699
Si  5.4819  2.7257  0.6832
Si  2.729  5.4921  0.6308
Si  8.2038  5.4558  0.7274
Si  0.0059  8.1873  0.6938
Si  5.4741  8.1975  0.6953
Si  4.1515  1.3611  2.0731
Si  9.5618  1.3444  2.0506
Si  1.3808  4.1531  2.0206
Si  6.8437  4.0565  2.082
Si  4.0781  6.8251  2.0467
Si  9.5802  6.8337  2.0719
Si  1.3717  9.5434  2.0711
Si  6.8374  9.5936  2.0444
Si  -0.012  -0.0343  3.3998
Si  5.4992  -0.0036  3.478
Si  2.7764  2.7909  3.3529
Si  8.2023  2.6841  3.4583
Si  0.0202  5.4722  3.4378
Si  5.4696  5.4611  3.4016
Si  2.7692  8.2093  3.4527
Si  8.1984  8.2234  3.3892
Si  1.3958  1.4039  4.6455
Si  6.8446  1.3476  4.8982
P  4.1571  4.0828  4.7838
Si  9.5786  4.0781  4.7667
Si  1.4212  6.8207  4.8039
Si  6.805  6.8818  4.7491
Si  4.1378  9.5711  4.8511
Si  9.5542  9.5448  4.8147
Si  2.7444  0.1064  6.0521
Si  8.1936  -0.056  6.2911
Si  0.0146  2.6639  6.0554
Si  5.4631  2.7361  6.2731
Si  2.836  5.4456  6.1451
Si  8.178  5.4829  6.0364
Si  0.0276  8.167  6.174
Si  5.5225  8.2277  6.2516
Si  3.8175  1.5583  7.6014
Si  9.8394  1.1281  7.4729
Si  1.6315  3.7804  7.2956
Si  6.6602  4.4297  7.4711
Si  4.4133  6.6261  7.548
Si  9.3666  6.9413  7.4138
Si  1.1518  9.9103  7.2971
Si  7.1584  9.2301  7.6885
O  8.3304  8.1048  7.8994
O  2.7085  2.7256  7.9554
O  9.5179  1.3469  24.2719
O  4.044  6.861  24.1325
O  0.0276  0.0048  7.9558
O  5.5291  5.5049  8.0331
O  6.8483  9.5707  24.2034
O  1.3703  4.0624  24.174
O  3.8071  7.3295  8.9237
O  0.868  4.455  8.5565
O  9.7859  6.1383  8.7968
O  2.1673  9.4005  8.4783
O  7.5046  3.8911  8.7702
O  4.292  0.925  9.0488
O  6.7269  9.5406  9.2359
O  9.2308  1.8588  8.8138
O  7.7048  3.1506  23.5209
O  10.4943  5.8448  23.4469
O  5.0849  0.4354  23.4051
O  5.8563  5.0832  23.3669
O  3.1057  2.2067  23.2802
O  2.2949  8.7218  23.2279
O  8.6248  7.7553  23.3995
O  0.2279  10.3197  23.602
Si  4.3873  1.5687  22.4644
Si  3.4919  7.9278  14.0372
Si  7.1159  0.9591  14.6678
Si  0.9415  9.3552  22.5184
Si  1.1888  4.3045  11.8824
Si  6.2699  8.9676  15.3199
Si  0.6731  1.3722  12.3017
Si  8.623  4.953  20.5079
Si  0.3179  5.7397  9.365
Si  5.0993  3.1249  17.9406
Si  0.8864  3.748  16.7502
Si  10.3994  2.8491  19.2289
Si  5.2907  1.1813  10.3507
Si  0.8828  0.1809  19.8471
Si  6.6466  9.4551  10.8826
Si  9.3363  9.6815  18.3257
Si  9.3934  9.2462  12.5756
Si  6.5685  3.8436  22.5829
Si  2.4245  8.0845  9.3862
Si  10.5884  7.3702  17.0784
Si  2.511  6.2952  16.5842
Si  10.1826  4.4972  14.1897
Si  6.1374  9.189  18.5143
Si  7.9735  2.5586  9.587
Si  8.8763  2.1505  12.458
Si  5.3395  6.2483  18.0649
Si  3.9205  0.5586  19.4645
Si  4.2835  3.8409  12.0492
Si  5.543  6.5993  12.1512
Si  8.0121  2.5072  17.2188
Si  4.3581  2.4778  14.9664
Si  1.5358  1.2165  15.2598
Si  1.5701  9.4204  12.0554
Si  8.0543  6.8553  13.8722
Si  10.3805  9.8387  15.4906
Si  9.8075  7.0135  22.5478
Si  8.1086  5.4864  17.4072
O  6.0425  7.957  11.2935
O  6.0183  9.2131  16.8951
O  7.6756  1.3703  13.1943
O  0.8854  1.7544  13.8686
O  9.4293  6.2556  16.8802
O  6.7615  6.2032  13.1451
O  5.1304  4.6626  18.6055
O  9.2271  2.1593  18.2744
O  2.3639  0.0979  19.082
O  9.4097  10.2375  16.7649
O  2.7951  4.4324  11.6971
O  5.0634  10.3252  19.105
O  9.4277  3.2538  13.4853
O  0.4547  1.7691  19.96
O  3.1479  1.3647  15.0533
O  8.1619  5.3784  19.0216
O  3.8938  6.6048  17.3909
O  4.5738  3.2813  16.3824
O  9.0724  5.6751  14.3104
O  5.45  2.7561  22.1381
O  10.6812  4.1481  15.6812
O  0.3376  3.8715  18.2822
O  10.4242  10.5168  19.2198
O  9.6468  10.0291  14.0259
O  10.908  8.1196  22.0903
O  1.1933  2.1639  16.5328
O  9.7286  3.7515  20.4183
O  8.136  4.0346  16.6783
O  -0.0394  9.102  11.9032
O  6.5831  2.4198  18.0042
O  5.5796  10.7161  11.1919
O  7.7475  9.5978  18.8429
O  10.0242  1.0341  12.0523
O  1.2353  7.038  9.0667
O  0.6282  4.7719  13.3426
O  5.708  7.6263  18.9793
O  5.2432  5.0868  11.5174
O  2.7126  6.9864  15.1192
O  0.9152  2.7434  11.4599
O  0.8602  10.6876  15.5438
O  2.4121  8.6066  10.9109
O  4.7067  2.4377  11.2503
O  4.2556  3.5034  13.6708
O  2.2025  4.6857  16.4913
O  10.7015  8.2512  15.6966
O  6.9318  10.2908  14.6611
O  2.3465  8.9537  13.4262
O  8.0311  1.5258  15.906
O  4.1224  6.9915  12.856
O  4.1755  2.0132  18.7246
O  7.2883  4.423  21.2633
O  8.3978  2.9323  11.1043
O  1.1785  6.8687  17.3606
O  5.6478  1.5681  14.754
O  8.1326  9.7602  11.5874
O  9.2004  6.2876  21.2365
O  8.9529  7.7164  12.8463
O  1.6486  0.1249  11.8815
O  6.6444  6.1507  17.0595
O  7.4046  7.8071  15.0423
O  1.2076  10.3063  21.2332
O  10.0278  8.2029  18.355
O  3.9461  0.8494  21.0812
O  0.3493  5.3247  10.9153
O  6.7072  1.5517  9.6219
O  4.7852  8.7023  14.6759

Results
free energy: -135861.158 eV
free energy less fixed offsets of O -568.88, P -755.39, Si -635.61 eV per atom: -6.048 eV

Forces (eV/angstrom), in the order of the atoms: element, x, y, z
Si  0.0026  -0.0044  -0.0117
Si  -0.0004  0.0042  -0.0187
Si  0.0025  -0.0037  -0.0187
Si  -0.0041  0.0025  -0.0172
Si  -0.0022  0.0035  -0.0174
Si  0.0032  -0.0021  -0.0174
Si  -0.0039  0.0001  -0.0172
Si  0.0055  -0.0027  -0.015
Si  0.003  -0.001  0.0052
Si  -0.0024  0.0019  0.0084
Si  0.0018  -0.0017  0.0073
Si  -0.003  0.0035  0.0069
Si  -0.0012  0.0033  0.0082
Si  0.0033  -0.0023  0.0055
Si  -0.0033  0.0028  0.0067
Si  0.0002  -0.0031  0.0068
Si  -0.0013  -0.0008  -0.0075
Si  -0.0024  -0.0016  0.0152
Si  0.0015  0.0008  0.0139
Si  0.0019  -0.0029  -0.0073
Si  -0.0011  0.0027  0.0059
Si  0.0002  -0.0013  -0.0073
Si  -0.0002  -0.0011  -0.0067
Si  -0.0028  -0.0028  0.0092
Si  0.0017  0.0005  0.0064
Si  -0.004  -0.0012  -0.0132
Si  -0.0017  -0.0065  -0.0095
Si  0  0.0004  0.0076
Si  0.0003  0.0005  -0.0068
Si  0.0005  0.0034  0.0063
Si  -0.0035  0.0006  0.0079
Si  0.0106  0.0046  -0.0142
Si  0.0035  -0.0012  0.0001
Si  -0.0025  0.0024  0.0022
Si  -0.0041  0.0003  0.0003
Si  0.0012  -0.001  -0.0008
Si  -0.0005  0.0017  0.0012
Si  0.0028  0.0018  -0.0006
Si  0.0002  0.0007  -0.0006
Si  -0.001  -0.0031  0.0012
Si  0.0009  -0.0016  0.0004
Si  -0.0008  0.0025  -0.0012
Si  0.0009  -0.0015  -0.0008
Si  -0.0017  0.0018  0.001
Si  -0.0027  0.0006  -0.0021
Si  0.0012  -0.0005  0.0006
Si  -0.0017  -0.0003  0.0016
Si  0.0018  -0.0004  -0.0016
Si  -0.0047  0  0.0005
Si  0.0007  0.0005  0
Si  0.0003  -0.002  0.0004
Si  0.0002  -0.0013  0.003
Si  -0.0026  0.0001  0.0017
Si  0.002  0.0021  -0.0011
Si  -0.0001  -0.0016  0.0003
Si  0.0036  -0.0002  -0.0016
Si  0.0038  -0.0048  -0.0034
Si  0.0028  -0.0004  -0.0044
Si  -0.0019  -0.0006  -0.0048
Si  0.0053  -0.0029  -0.0054
Si  0.0015  0.0024  -0.0046
Si  -0.0025  -0.0013  -0.0052
Si  0.0017  0.0015  -0.007
Si  -0.0033  -0.0019  -0.0048
Si  0.0102  0.0082  0.0047
Si  -0.0028  0.0074  -0.0066
Si  -0.0045  -0.0021  -0.0131
Si  -0.0011  0.0127  -0.0045
Si  0.0006  -0.001  -0.0053
Si  0.005  0.0019  -0.0136
Si  -0.0083  -0.0106  -0.007
Si  0.0075  0.0018  0.0078
Si  -0.0112  0.0002  -0.0173
Si  0.0018  -0.006  -0.006
P  -0.0005  -0.0016  -0.0126
Si  -0.0019  -0.0023  -0.0019
Si  -0.0002  0.0051  -0.0101
Si  0.005  0.0017  -0.0043
Si  0.0016  0.0083  0.0055
Si  -0.01  -0.0086  -0.0019
Si  0.0072  -0.013  0.0098
Si  0.0069  -0.0011  -0.0076
Si  -0.0042  0.0017  0.0107
Si  0.0053  -0.0087  0.0137
Si  -0.0075  0.0095  0.0279
Si  0.0065  -0.0004  0.0044
Si  -0.0051  0  -0.0029
Si  0.0045  0.0052  0.0049
Si  0.0113  -0.0153  0.044
Si  0.0039  0.0017  0.0163
Si  -0.0447  0.0249  0.0324
Si  0.0227  -0.0125  0.0387
Si  -0.0239  0.017  0.0344
Si  -0.0069  0.0063  0.0082
Si  -0.0073  0.0084  0.0204
Si  0.0049  -0.0064  0.0434
O  -0.0146  -0.0144  0.002
O  0.018  -0.0085  -0.0186
O  0.0005  0.0009  0.0023
O  0.0007  0.0011  0.0027
O  0.0108  0.0083  -0.0015
O  0.0047  -0.0034  -0.017
O  -0.0008  -0.0007  0.0037
O  0.0005  -0.0023  0.0035
O  0.0139  -0.0135  -0.0185
O  0.0131  -0.0124  -0.0114
O  -0.0119  0.0053  -0.0139
O  -0.0025  0.0075  -0.0152
O  -0.0153  0.013  -0.0233
O  -0.0099  0.007  -0.0335
O  0.0015  0  -0.04
O  0.0055  -0.0059  -0.0129
O  0.0056  -0.0047  0.0094
O  0.005  -0.0057  0.0104
O  0.005  -0.0069  0.012
O  -0.0057  0.0066  0.0108
O  -0.0071  0.006  0.012
O  0.0077  -0.0059  0.0122
O  -0.0071  0.0056  0.0098
O  -0.0039  0.0051  0.007
Si  0.0005  -0.0005  -0.0103
Si  -0.0001  -0.0003  0.0036
Si  -0.0006  -0.0004  0.0043
Si  -0.0025  0.003  -0.0093
Si  0.0037  -0.0019  0.0059
Si  0.0012  -0.0002  0.0016
Si  0.0009  0.0015  0.0026
Si  0.0011  -0.0008  -0.0062
Si  0.0137  -0.0021  0.0075
Si  0.0008  0.001  -0.0019
Si  0.0003  -0.0005  -0.0011
Si  0.0001  0  -0.0049
Si  0.0043  0.0057  0.0142
Si  -0.0022  0.0008  -0.0061
Si  0.0013  -0.0021  0.0146
Si  -0.0002  -0.001  -0.0028
Si  0.0022  0.0003  0.0052
Si  0.0015  -0.0014  -0.0083
Si  -0.0065  -0.0068  0.013
Si  -0.0002  0.0002  0.0005
Si  -0.0005  0  0.0007
Si  0.0012  -0.0011  0.0022
Si  0.0016  -0.001  -0.0023
Si  0.0003  -0.0027  0.0142
Si  0.0018  0.0014  0.0078
Si  -0.0005  -0.0006  -0.001
Si  0.0014  0.0004  -0.0061
Si  -0.0024  0.0008  0.0057
Si  -0.0014  -0.0006  0.0041
Si  -0.0006  -0.0005  -0.0007
Si  -0.0007  -0.0002  0.0029
Si  -0.0004  0.0006  0.0015
Si  -0.0011  -0.0014  0.0043
Si  0.0011  -0.0008  0.0052
Si  0.0002  0.0009  0.0019
Si  -0.0002  -0.0008  -0.0082
Si  0.0008  0.0001  -0.0021
O  0.001  0.0024  -0.0033
O  -0.0001  0.0003  0.0007
O  -0.0009  -0.0004  -0.0032
O  0.0005  -0.0005  -0.0012
O  -0.001  0  0
O  0.0015  0.0003  -0.0023
O  0  0.0001  0.0009
O  0.0015  0.0003  0.0015
O  0.0004  -0.0001  0.0018
O  -0.0003  -0.0002  0.0004
O  0.0008  -0.0006  -0.0024
O  -0.0013  0.0012  0.0016
O  -0.0003  0.0003  -0.0034
O  0.0007  -0.0006  0.002
O  0  0  -0.0014
O  0  -0.0005  0.0036
O  0.001  0.0001  0.0001
O  0.0004  -0.0001  0.0004
O  -0.0007  0.0008  -0.0023
O  -0.0003  0.0002  0.002
O  0.0006  -0.0003  -0.0003
O  -0.0006  -0.0002  0.002
O  0.002  0.0008  0.0025
O  0.0001  -0.0004  -0.0014
O  0.0005  0.0001  0.0022
O  0.0002  0  0.0007
O  -0.0009  0.0011  0.0025
O  -0.0003  0.0008  0.0003
O  0.0008  0.0002  -0.0012
O  -0.0004  -0.0003  0.0006
O  -0.0008  0.0021  -0.0048
O  -0.0008  0  0.0008
O  -0.0008  0  -0.0022
O  0.0016  0.0068  -0.001
O  -0.0007  0.0011  -0.0016
O  0.0001  0.0008  0.0009
O  -0.0002  0.0012  -0.0037
O  -0.0003  -0.0001  -0.001
O  0.0001  -0.0008  -0.0033
O  0.0001  -0.0006  -0.001
O  0.0012  -0.0019  -0.0086
O  0.0016  -0.0064  -0.0078
O  0.0004  -0.0002  -0.0015
O  0.0002  0.0001  -0.0003
O  0.0002  -0.0006  -0.0011
O  -0.0003  0  -0.0019
O  0.0006  -0.0003  -0.0014
O  0.0003  0.0005  -0.0009
O  0.0002  0.0003  -0.0023
O  -0.0007  -0.0019  0.0022
O  -0.0023  -0.0013  0.0049
O  -0.0026  -0.0008  -0.0097
O  0.0003  -0.0001  -0.0004
O  0.0002  0.0001  -0.0023
O  -0.0033  -0.0004  -0.0038
O  0.0015  0.0022  0.0047
O  -0.0003  -0.0002  -0.0024
O  0.0002  -0.0015  -0.0015
O  0  0.0002  0.0001
O  -0.0006  0.0008  -0.002
O  0.0002  -0.0037  0.0066
O  0.0001  0.0005  0.0013
O  0.001  0.0018  0.0071
O  -0.0028  0.0045  -0.0083
O  -0.0015  -0.0007  -0.0033
O  0.0005  0.0004  -0.0016

The program warned: the cutoff lies below the one the program advises for these potential files; the exchange-correlation potential is rough where the density is thin.
